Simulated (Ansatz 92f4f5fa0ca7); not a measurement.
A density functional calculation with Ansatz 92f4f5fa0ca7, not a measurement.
Periodic cell of 285 atoms, Si195O90, from a study of silicon, its oxide and their interface. The atomic structure is a simulated model.
Doubt: the cutoff is far below the 930 eV that the study's wrapper takes by default for these files, so forces and energies are approximate.
This geometry differs little from another in the collection (a relaxation step or a small displacement).

Settings: functional PBE; potential files Ansatz PAW; basis plane waves; wave-function cutoff 580 eV; density cutoff ratio 5; exchange-correlation grid ratio 1; k mesh 1 x 1 x 1, Gamma-centred; self-consistency stop 5e-08 eV per atom in the density residual; occupations fixed; spin none; net charge 0.

Cell vectors (angstrom)
a  11.6015  0  0
b  0  10.938  0
c  0  0  40.4813

Atoms and the computed forces on them: element, x, y, z (angstrom), force x, y, z (eV/angstrom)
Si  0  0  0.9665  0.0006  0.014  -0.0029
Si  3.8672  0  0.9665  0.0004  0.0282  0.0064
Si  7.7343  0  0.9665  -0.0004  0.0863  0.0052
Si  1.9336  1.3673  0.9665  -0.0073  -0.0223  -0.0041
Si  5.8008  1.3673  0.9665  -0.0081  -0.0374  0.0016
Si  9.6679  1.3673  0.9665  0.0134  -0.0379  -0.0085
Si  0  5.469  0.9665  0.0015  0.0226  0.0067
Si  3.8672  5.469  0.9665  -0.0113  0.0538  -0.0043
Si  7.7343  5.469  0.9665  0.0111  0.0303  -0.0014
Si  1.9336  6.8362  0.9665  -0.004  -0.0278  0.0018
Si  5.8008  6.8362  0.9665  0.0076  -0.0928  -0.002
Si  9.6679  6.8362  0.9665  -0.0009  -0.0036  0.0081
Si  1.9336  2.7345  39.5142  0.0204  0.0248  0.0012
Si  5.8008  2.7345  39.5142  0.0082  0.0244  0.008
Si  9.6679  2.7345  39.5142  -0.0098  0.0325  0.0154
Si  0  4.1018  39.5142  -0.0089  -0.0122  0.0077
Si  3.8672  4.1018  39.5142  0.0095  -0.0575  -0.0026
Si  7.7343  4.1018  39.5142  0.0089  -0.0208  0.0053
Si  1.9336  8.2035  39.5142  0.0047  0.009  0.0188
Si  5.8008  8.2035  39.5142  -0.0111  0.1226  -0.0468
Si  9.6679  8.2035  39.5142  0.0204  -0.0291  0.0251
Si  0  9.5708  39.5142  0.0085  -0.0091  0.0118
Si  3.8672  9.5708  39.5142  -0.0034  -0.0056  0.0093
Si  7.7343  9.5708  39.5142  0.019  -0.1012  -0.0349
Si  0  0  4.8337  -0.0051  0.0279  -0.1162
Si  3.8672  0  4.8337  0.0103  0.0668  0.003
Si  7.7343  0  4.8337  -0.0458  0.0699  0.1329
Si  1.9336  1.3673  4.8337  0.015  0.0174  -0.0769
Si  5.8008  1.3673  4.8337  -0.0072  -0.0009  0.0857
Si  9.6679  1.3673  4.8337  -0.0361  -0.0437  -0.008
Si  0  5.469  4.8337  -0.0162  0.0295  -0.0234
Si  3.8672  5.469  4.8337  0.024  0.1043  0.0113
Si  7.7343  5.469  4.8337  -0.0335  0.0317  0.0296
Si  1.9336  6.8362  4.8337  0.0141  -0.0165  0.0355
Si  5.8008  6.8362  4.8337  0.0064  -0.0032  0.139
Si  9.6679  6.8362  4.8337  -0.0567  -0.0226  -0.0465
Si  1.9336  2.7345  2.9001  -0.0112  -0.0003  -0.0182
Si  5.8008  2.7345  2.9001  -0.0005  0.0456  0.0154
Si  9.6679  2.7345  2.9001  -0.0031  0.0276  -0.0032
Si  0  4.1018  2.9001  -0.0022  -0.0088  -0.0179
Si  3.8672  4.1018  2.9001  0.0017  -0.0508  0.0044
Si  7.7343  4.1018  2.9001  -0.0096  -0.032  0.0087
Si  1.9336  8.2035  2.9001  -0.0119  0.0264  0.0008
Si  5.8008  8.2035  2.9001  -0.0027  0.0835  0.0149
Si  9.6679  8.2035  2.9001  0.0032  0.0026  -0.004
Si  0  9.5708  2.9001  0.0023  0.0121  -0.0276
Si  3.8672  9.5708  2.9001  -0.009  -0.027  0.0024
Si  7.7343  9.5708  2.9001  -0.0031  -0.0823  0.0105
Si  0.4916  -0.1606  29.7687  -0.1074  -0.11  -0.0518
Si  4.4908  0.752  30.4844  0.0425  0.1216  0.0061
Si  10.1456  1.261  29.7744  -0.0295  -0.0944  0.0675
Si  2.3145  1.3788  29.9083  -0.0427  -0.0771  0.024
Si  5.7615  0.9632  28.5434  0.0376  0.0317  0.0468
Si  8.4868  -0.4002  29.5016  0.2653  0.0143  -0.0895
Si  -2.4463  6.1622  30.6171  -0.1336  -0.0045  0.0403
Si  1.3675  7.0217  29.9685  0.0219  -0.0973  -0.0416
Si  8.4206  6.1198  28.4385  -0.0321  0.0448  -0.1592
Si  3.1233  5.4284  29.6648  -0.1067  0.1471  0.3446
Si  5.6554  7.3247  29.2474  0.0118  -0.1088  -0.3178
Si  11.2691  5.3764  30.1325  0.3158  0.0217  -0.1347
Si  1.9361  2.6487  31.8626  0.1924  0.034  -0.106
Si  5.3961  2.656  31.7248  -0.0141  0.029  -0.1019
Si  9.855  2.5835  31.7912  -0.1104  0.0106  -0.0292
Si  0.0873  3.9901  31.9412  -0.238  0.0918  -0.0277
Si  3.6342  4.2382  31.7502  0.0948  -0.1114  -0.105
Si  8.1277  4.2232  31.7047  0.1287  -0.1502  0.0309
Si  2.0294  8.3124  31.8328  -0.105  -0.1337  0.027
Si  5.9336  8.1639  31.5131  -0.0099  0.0073  0.0222
Si  9.6797  8.129  31.8728  -0.0299  -0.0477  -0.023
Si  0.0396  9.5542  31.8027  0.1296  0.1462  -0.0289
Si  4.0795  9.6447  31.7381  0.0203  0.058  -0.0035
Si  7.842  9.553  31.6124  -0.0339  -0.016  0.0012
Si  -0.0039  -0.0296  33.7449  -0.0017  -0.097  0.0047
Si  3.9289  -0.0516  33.7598  0.1146  -0.05  0.022
Si  7.7158  0.0041  33.5826  -0.0253  0.002  0.0709
Si  1.9762  1.2709  33.7477  -0.1278  0.0171  0.0689
Si  5.7921  1.4277  33.7158  -0.024  -0.0498  0.0459
Si  9.6676  1.3114  33.7442  -0.0239  0.0735  -0.0466
Si  0.0618  5.5063  33.7566  0.0371  -0.0398  0.0338
Si  3.8929  5.5245  33.6954  0.0382  -0.0399  -0.0087
Si  7.7912  5.4059  33.7266  0.0432  0.0512  0.0238
Si  1.9884  6.8957  33.7477  0.0614  0.0839  -0.0508
Si  5.8787  6.8181  33.5379  -0.0377  -0.0207  0.0894
Si  9.7109  6.8255  33.8177  -0.0903  0.0146  0.0433
Si  1.9638  2.7218  35.6367  0.0132  -0.037  0.0001
Si  5.8193  2.7429  35.666  -0.0023  -0.0239  0.023
Si  9.6797  2.7367  35.6434  0.0062  -0.0316  0.0049
Si  0.0332  4.0911  35.6534  -0.0095  0.0445  0.0031
Si  3.8913  4.1143  35.6254  0.0197  0.0219  -0.0204
Si  7.7453  4.0907  35.6756  -0.0026  0.0173  -0.0166
Si  1.9548  8.2199  35.6795  -0.0041  0.0035  0.024
Si  5.8393  8.1582  35.5745  -0.0039  -0.0389  -0.0444
Si  9.664  8.2334  35.6908  0.0143  -0.02  -0.0187
Si  0.0123  9.5556  35.6709  0.0106  0.0401  0.0053
Si  3.9148  9.5306  35.6773  -0.0398  0.0207  -0.0141
Si  7.7208  9.5917  35.5881  0.0095  0.0405  -0.0187
Si  0  0  37.5806  0.0023  0.0722  0.0454
Si  3.8672  0  37.5806  0.1187  -0.02  0.068
Si  7.7343  0  37.5806  -0.0628  0.0345  -0.2909
Si  1.9336  1.3673  37.5806  0.0421  -0.0215  -0.0167
Si  5.8008  1.3673  37.5806  -0.0234  -0.0433  0.1073
Si  9.6679  1.3673  37.5806  0.0449  -0.013  -0.0175
Si  0  5.469  37.5806  0.043  -0.0196  0.0164
Si  3.8672  5.469  37.5806  -0.0072  0.0155  -0.0667
Si  7.7343  5.469  37.5806  0.0183  0.0719  0.1571
Si  1.9336  6.8362  37.5806  0.0143  -0.0813  0.1086
Si  5.8008  6.8362  37.5806  0.0827  -0.1058  -0.3094
Si  9.6679  6.8362  37.5806  -0.0879  -0.0142  0.1776
Si  1.9385  2.7584  6.7447  0.0033  0.0125  -0.0132
Si  5.7851  2.7363  6.784  0.0001  -0.0095  0.0084
Si  9.6419  2.7383  6.7616  -0.0039  -0.0018  0.0089
Si  -0.0218  4.0998  6.7611  0.011  0.0034  -0.0022
Si  3.87  4.1238  6.7767  -0.0004  -0.0035  0.017
Si  7.7155  4.1095  6.7776  -0.0058  0.012  -0.0098
Si  1.935  8.2108  6.7689  -0.0095  -0.0167  0.0097
Si  5.7879  8.2084  6.7922  0.0056  -0.0179  -0.0035
Si  9.6352  8.2165  6.7508  0.0025  0.0152  0.0006
Si  -0.0164  9.5598  6.7427  0.0004  -0.0053  -0.0078
Si  3.8641  9.5795  6.7689  -0.0029  -0.0009  -0.0045
Si  7.7108  9.5916  6.7992  0.0043  0.0294  0.0157
Si  -0.0064  0.0534  8.6097  -0.0105  -0.0341  -0.0038
Si  3.8641  -0.017  8.7198  0.0148  -0.046  0.0181
Si  7.6924  0.0324  8.76  0.0223  -0.0632  -0.0444
Si  1.9369  1.3625  8.6378  -0.0007  0.0299  -0.0262
Si  5.7734  1.3804  8.7407  -0.0162  0.056  -0.0252
Si  9.6389  1.3818  8.7015  -0.0075  0.0568  0.0013
Si  -0.0366  5.5277  8.6489  -0.0019  -0.0427  -0.0303
Si  3.873  5.4801  8.733  -0.007  -0.0609  -0.0036
Si  7.6917  5.492  8.7079  0.0429  -0.0391  -0.0341
Si  1.9171  6.8198  8.6918  0.0163  0.0531  -0.0354
Si  5.7974  6.8592  8.7566  -0.042  0.0457  -0.0254
Si  9.6199  6.8724  8.6863  -0.0043  0.0423  0.0114
Si  1.8678  2.775  10.5096  -0.0254  -0.0447  0.0049
Si  5.7835  2.6588  10.7439  -0.0151  -0.0693  0.019
Si  9.6272  2.8842  10.5396  0.0216  -0.0634  -0.0144
Si  -0.0181  4.1906  10.5658  -0.022  0.0645  0.0075
Si  3.8361  4.0515  10.6364  0.0621  0.0417  -0.0109
Si  7.66  4.1448  10.6513  -0.0296  0.0757  0.0491
Si  1.8717  8.1706  10.6216  -0.0003  -0.0765  0.0439
Si  5.8328  8.1414  10.7738  0.0344  -0.0812  0.0249
Si  9.6369  8.3933  10.5135  -0.0332  -0.0148  -0.0454
Si  0.0131  9.6612  10.5218  0.039  0.0643  0.0014
Si  3.8583  9.419  10.5823  -0.0237  0.0357  -0.0332
Si  7.6724  9.6795  10.7604  -0.0054  0.0743  0.0756
Si  -0.1068  0.166  12.396  0.03  0.1015  -0.0282
Si  3.7117  -0.1555  12.4398  0.0419  0.1113  0.0186
Si  7.8528  0.1121  12.8007  -0.0642  0.0584  -0.0758
Si  1.9447  1.3781  12.3791  -0.0491  -0.1235  0.0113
Si  5.639  1.2099  12.7402  0.0548  -0.0774  -0.0342
Si  9.6425  1.6136  12.4773  -0.0446  -0.0994  0.0201
Si  -0.1015  5.5904  12.4809  0.108  0.0857  -0.0034
Si  3.7936  5.4008  12.5842  -0.04  0.061  0.0599
Si  7.8654  5.5387  12.5886  -0.0785  0.0596  -0.049
Si  1.8884  6.8628  12.6348  -0.0216  -0.0659  -0.0504
Si  5.7678  6.6713  12.7354  0.0903  -0.0421  -0.0304
Si  9.6638  7.0466  12.3793  -0.0588  -0.1217  0.0764
O  3.3014  10.0803  13.9007  -0.0265  -0.0151  -0.0131
O  15.3609  -6.4295  14.0054  -0.0062  -0.0307  -0.0491
O  5.0774  2.1901  13.9818  -0.0615  0.0338  0.0056
O  9.6845  18.787  13.8502  0.0151  0.0316  -0.059
O  5.5627  7.4408  14.1924  -0.0265  0.0048  0.0003
O  9.7729  2.4242  13.9411  0.0179  0.0489  -0.004
O  8.3788  15.614  13.9373  0.0541  -0.021  0.009
O  2.3084  2.3  13.7216  0.03  0.0259  -0.0197
O  -0.4614  4.7031  13.8513  -0.0382  -0.0196  -0.0088
O  8.5009  10.1993  14.1165  0.0696  -0.0538  0.0356
O  1.8175  7.8491  13.9812  0.0099  0.0692  0.0421
O  11.1907  10.0689  13.6619  -0.0422  -0.036  0.0131
O  9.3319  7.0168  27.4069  -0.0054  0.0135  0.0381
O  8.6197  4.5694  27.8908  0.0393  -0.022  0.0269
O  6.7705  3.4266  31.1216  -0.041  0.0549  -0.0582
O  5.1591  8.619  28.3589  -0.0073  0.0517  0.0485
O  5.9498  13.4275  27.9351  -0.0283  -0.0219  -0.0146
O  4.9736  0.1249  27.3762  -0.0011  0.0195  0.0422
O  -27.5522  -21.5107  28.7654  -0.0994  0.0352  -0.0069
O  6.8741  -4.2987  28.3805  0.0821  0.0089  0.2925
O  9.8825  2.2787  28.4906  -0.0005  0.0765  -0.0512
O  -7.1078  6.1858  29.2087  -0.019  -0.0325  0.0027
O  2.6599  4.3115  28.5616  -0.029  -0.0984  -0.1364
O  11.2073  -6.3274  28.6347  -0.121  0.0089  0.0926
Si  1.2751  0.5495  24.2146  -0.0086  -0.0004  -0.0221
Si  2.8151  6.9481  23.7437  -0.0056  0.0022  0.0095
Si  4.3784  5.8375  17.9717  -0.0215  -0.0025  0.0346
Si  10.0306  8.4982  27.4454  0.1347  0.0525  0.0903
Si  11.7838  9.2835  16.8091  0.01  -0.0207  0.0474
Si  -0.3041  7.2759  20.5103  0.023  -0.0045  -0.0078
Si  2.6821  1.0922  19.6357  0.0089  -0.0029  0.0208
Si  5.1555  7.8098  15.7218  -0.0062  0.0129  0.0362
Si  -1.4814  5.6119  22.8815  0.0127  0.0108  -0.0045
Si  5.1396  9.5053  26.9817  0.015  -0.0201  -0.042
Si  3.6571  2.9234  14.4034  0.033  0.0327  0.0102
Si  0.3522  13.8642  25.7943  -0.022  -0.0021  0.0146
Si  -3.7529  3.8626  21.8343  0.0004  0.0104  -0.0022
Si  8.8685  -3.6738  18.6462  -0.0028  0.0038  0.0275
Si  1.145  4.4288  23.4601  -0.0023  -0.0039  0.004
Si  -2.4289  2.6783  19.3221  -0.0044  0.0147  0.0155
Si  10.0526  3.7562  27.82  -0.0095  -0.0243  -0.0151
Si  9.7247  8.3036  24.362  -0.0241  0.0117  0.0238
Si  2.508  9.0434  14.8766  0.0062  -0.0305  0.0117
Si  2.4472  2.774  28.004  0.0466  0.0438  -0.0176
Si  6.629  8.3312  24.8521  -0.0034  0.0009  0.0077
Si  9.789  3.9817  14.4378  -0.0151  -0.0201  0.0008
Si  6.6273  1.2534  18.3432  -0.0004  -0.0074  0.0166
Si  0.5924  8.6927  28.4315  -0.1561  0.1233  0.0671
Si  5.1332  3.0312  26.6193  -0.0177  -0.0084  0.0016
Si  11.2352  0.2684  19.3899  0.0148  -0.018  0.0099
Si  13.899  9.0816  25.7993  -0.0451  -0.0498  0.0637
Si  11.2961  -1.1703  22.0852  -0.0016  -0.0043  0.0156
Si  5.0993  -2.6698  22.1986  -0.0074  0.0029  0.0191
Si  12.7883  6.4567  18.034  -0.0002  0.0016  0.0471
Si  6.3994  6.1235  20.356  -0.0048  0.0137  -0.0023
Si  9.9099  9.3686  14.4035  -0.0244  0.0016  0.0147
Si  5.0084  -0.6928  19.7695  0.0016  -0.013  0.0062
Si  3.0551  2.2531  22.5396  -0.015  -0.0034  -0.003
Si  4.112  2.7578  17.444  0.0068  0.0145  0.0512
Si  10.3101  -6.071  17.3912  0.0146  0.0225  0.0557
Si  6.8617  9.3926  17.581  -0.0079  -0.0069  0.0381
Si  5.8185  3.1673  23.7396  -0.008  0.0086  0.005
Si  5.2458  5.6333  25.2093  0.0033  0.013  -0.0103
O  10.1141  1.3861  19.0443  0.0003  -0.001  -0.0093
O  5.8492  4.7851  23.9631  -0.0067  -0.0111  0.0106
O  9.4444  -4.6878  17.5046  -0.0023  -0.0096  -0.0301
O  9.8875  4.0464  16.0546  0.0032  -0.0113  -0.0019
O  3.1817  1.5253  21.1115  0.0008  -0.0009  -0.007
O  4.9346  9.5712  21.241  -0.0018  -0.0083  0.0079
O  -1.6757  3.9613  18.6819  -0.0064  -0.0113  -0.0053
O  3.6405  8.3876  15.8421  0.0146  -0.0068  -0.0273
O  -2.9692  4.9867  22.7307  0.0003  -0.008  0.0064
O  -3.8351  6.5173  19.5706  -0.0087  -0.0072  -0.0035
O  3.9064  9.1152  26.0036  0.0043  -0.0019  0.0198
O  0.1858  1.6379  24.789  0.0065  -0.0045  0.0085
O  1.3243  4.0127  25.0386  0.0059  0.0138  -0.0097
O  7.3236  0.0158  17.5373  -0.0058  0.0004  -0.0188
O  6.242  -1.994  16.152  0.0084  0.0031  -0.0203
O  10.1765  9.3243  23.1761  0.0102  0.0044  -0.0073
O  2.6741  12.1796  23.7562  0.0044  0.0004  0.0095
O  5.4379  1.822  17.3971  -0.0044  0.0028  -0.0216
O  1.0799  0.9384  19.6826  -0.0055  0.0054  -0.0096
O  1.8967  3.3989  22.4521  0.0088  -0.0004  0.0051
O  1.6247  10.5153  25.4641  0.0067  0.0028  0.0095
O  4.5058  2.8604  22.8588  -0.0012  -0.007  0.0018
O  7.7177  13.3516  18.6246  0.0094  0.0052  -0.0083
O  -0.9162  -0.3861  20.791  -0.005  0.0048  -0.0073
O  -7.0214  4.246  17.8336  0.0034  -0.0113  -0.0303
O  8.121  8.3103  24.289  -0.0056  -0.0094  0.0059
O  1.978  8.0963  24.5453  0.0113  0.0024  0.0102
O  7.1414  2.7966  22.8657  0.009  -0.0075  -0.0039
O  10.5102  3.557  26.2523  -0.0076  -0.0102  0.0054
O  3.5853  2.5512  26.8422  0.0276  -0.0026  0.0016
O  5.6682  8.7927  23.6275  0.0002  -0.0094  -0.0175
O  5.9618  0.6576  19.738  -0.0002  -0.0046  0.0025
O  1.6803  8.57  27.2017  0.085  0.0026  -0.1237
O  -0.115  -0.7381  18.1271  -0.0116  0.0167  -0.0161
O  12.342  -0.2216  22.8858  -0.0052  -0.0064  0.0037
O  6.2324  6.8793  25.4729  -0.0087  -0.0066  -0.0022
O  1.0499  2.4992  27.2088  0.0009  0.006  -0.0169
O  9.0424  9.458  28.3588  -0.0323  -0.0088  0.0611
O  3.646  -3.3661  22.4875  0.0188  0.0082  -0.0031
O  5.7401  13.3714  25.2082  -0.003  0.0077  0.0172
O  8.8908  3.0179  20.8977  -0.0003  -0.0039  0.0022
O  5.1885  4.6675  26.5254  -0.0096  -0.0177  -0.0011
O  -1.0366  6.1812  21.4355  -0.007  -0.0019  0.0024
O  1.4152  -1.1352  15.8408  -0.0113  0.0225  -0.0256
O  0.6727  -3.138  17.2731  -0.0092  0.0017  -0.0281
O  3.7588  6.1721  24.8255  0.0001  -0.0097  0.0148
O  3.4871  10.6385  19.2886  0.0013  0.0008  -0.0134
O  5.6878  9.1837  18.7215  -0.0092  0.0197  -0.0069
O  5.0712  6.2047  19.4069  0.009  -0.0066  0
O  3.032  2.2295  18.5331  -0.0034  -0.0081  -0.022
O  -3.4253  -2.4152  17.9138  0.0034  -0.0059  -0.0133
O  3.412  2.7614  15.9891  -0.0098  -0.0092  0.0069
O  10.2178  8.8605  25.8367  -0.0207  -0.0126  -0.1197
O  0.3176  -5.7331  17.415  -0.0056  -0.0046  -0.0292
O  10.3697  9.2673  15.9689  0.0134  0.0005  -0.0302
O  5.2126  6.5469  16.7554  0.0014  -0.0166  -0.0214
O  11.9917  -2.5051  21.4369  -0.0075  0.0078  0.0015
O  10.1098  7.8509  19.5365  -0.0111  -0.0065  0.004
O  0.8769  6.5894  19.633  -0.0096  0.0048  -0.0031
O  -0.4605  4.3893  23.2137  -0.0016  0.0011  0.0049
O  6.1383  7.1853  21.568  0.0006  0.0009  0.0091
O  1.7202  5.912  23.1509  0.0068  -0.0095  0.0063
O  10.2191  6.774  24.0356  0.0026  -0.0111  0.0052
O  2.7919  6.2236  17.896  0.015  -0.0074  -0.0255
O  6.5094  -1.5746  26.107  -0.047  -0.0122  0.0135
O  6.6793  4.6218  20.9543  0.004  -0.0101  -0.0012

Results
free energy: -175146.481 eV
free energy less fixed offsets of O -568.88, Si -635.61 eV per atom: -3.331 eV

The program warned: the cutoff lies below the one the program advises for these potential files; the forces do not sum to zero within the program's tolerance; the exchange-correlation potential is rough where the density is thin.
